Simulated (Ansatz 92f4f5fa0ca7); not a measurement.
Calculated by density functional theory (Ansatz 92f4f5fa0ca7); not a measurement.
Periodic cell of 273 atoms, Si167O106, from a study of silicon, its oxide and their interface. The atomic structure is a simulated model.
Doubt: the cutoff is low for norm-conserving oxygen, so forces and energies are approximate.
Doubt: the program's own warning below bears on the result.

Settings: functional HSE06; potential files SPMS norm-conserving; basis plane waves; wave-function cutoff 800 eV; density cutoff ratio 4; exchange-correlation grid ratio 1; k mesh 1 x 1 x 1, Gamma-centred; occupations fixed; spin none; net charge 0.

Cell vectors (angstrom)
a	11.6015	0	0
b	0	13.3963	0
c	0	0	29.8085

Atoms: element, x, y, z (angstrom)
Si	11.5507	0.1806	22.8999
Si	3.917	0.1543	23.0204
Si	7.6712	0.1195	23.1341
Si	2.0705	3.4535	22.8799
Si	5.9047	3.6813	22.9908
Si	9.7616	3.5328	23.0237
Si	11.6645	6.8589	23.0589
Si	3.9589	7.0337	23.1732
Si	7.7944	6.8873	23.2355
Si	2.0361	10.238	23.2387
Si	5.8608	10.0956	23.2873
Si	9.846	10.0852	23.2155
Si	11.698	2.3838	23.7507
Si	3.9995	2.4031	23.7495
Si	7.7899	2.4105	23.768
Si	2.0324	5.7051	23.693
Si	5.8343	5.8044	23.9737
Si	9.7413	5.7256	23.8902
Si	11.755	9.0246	24.0157
Si	3.9069	9.1339	24.1671
Si	7.8523	9.0844	24.0148
Si	1.9147	12.5077	23.7944
Si	5.7788	12.3729	23.9155
Si	9.6831	12.3944	23.7783
Si	11.6433	2.2927	26.1683
Si	3.916	2.3061	26.1664
Si	7.7576	2.3105	26.178
Si	1.9769	5.6193	26.1387
Si	5.8163	5.6574	26.3132
Si	9.7071	5.6334	26.2584
Si	11.6661	8.9746	26.3435
Si	3.8843	9.0114	26.4559
Si	7.794	9.0019	26.3443
Si	1.9247	12.3832	26.1986
Si	5.799	12.3293	26.2767
Si	9.6862	12.3434	26.1856
Si	1.9699	1.1933	27.0145
Si	5.828	1.1805	27.0184
Si	9.6916	1.178	26.9972
Si	11.6471	4.5063	27.0111
Si	3.8809	4.5078	27.0317
Si	7.7576	4.5148	27.0422
Si	1.9644	7.8093	27.0752
Si	5.8462	7.8811	27.0877
Si	9.7154	7.8508	27.0717
Si	11.6153	11.2359	27.0361
Si	3.8469	11.2664	27.0734
Si	7.7611	11.2398	27.0538
Si	1.9336	1.1164	29.4135
Si	5.8008	1.1164	29.4135
Si	9.6679	1.1164	29.4135
Si	0	4.4654	29.4135
Si	3.8672	4.4654	29.4135
Si	7.7343	4.4654	29.4135
Si	1.9336	7.8145	29.4135
Si	5.8008	7.8145	29.4135
Si	9.6679	7.8145	29.4135
Si	0	11.1635	29.4135
Si	3.8672	11.1635	29.4135
Si	7.7343	11.1635	29.4135
Si	0	0	0.3944
Si	3.8672	0	0.3944
Si	7.7343	0	0.3944
Si	1.9336	3.3491	0.3944
Si	5.8008	3.3491	0.3944
Si	9.6679	3.3491	0.3944
Si	0	6.6981	0.3944
Si	3.8672	6.6981	0.3944
Si	7.7343	6.6981	0.3944
Si	1.9336	10.0472	0.3944
Si	5.8008	10.0472	0.3944
Si	9.6679	10.0472	0.3944
Si	11.5474	-0.0495	2.7445
Si	3.8443	-0.0721	2.8038
Si	7.6641	-0.0939	2.7721
Si	1.9309	3.2682	2.7443
Si	5.752	3.2729	2.8
Si	9.5997	3.3094	2.7627
Si	11.572	6.635	2.7566
Si	3.8683	6.6184	2.74
Si	7.7339	6.643	2.7681
Si	1.9247	9.9977	2.7525
Si	5.8201	10.038	2.7724
Si	9.6761	9.9741	2.7513
Si	11.5528	2.2014	3.4454
Si	3.8182	2.1235	3.6519
Si	7.6788	2.1134	3.5563
Si	1.9055	5.4988	3.4752
Si	5.8053	5.5223	3.566
Si	9.65	5.5234	3.6151
Si	11.6109	8.8643	3.5596
Si	3.8935	8.8658	3.4302
Si	7.7393	8.8747	3.5512
Si	1.8645	12.2296	3.5482
Si	5.7527	12.215	3.7453
Si	9.6161	12.1956	3.514
Si	11.4767	2.1593	5.764
Si	3.73	2.0282	6.0768
Si	7.6061	1.9681	5.9273
Si	1.8775	5.4062	5.8102
Si	5.8035	5.4646	5.9407
Si	9.622	5.446	6.0187
Si	11.639	8.7929	5.9367
Si	3.9159	8.7869	5.7466
Si	7.7738	8.8098	5.9237
Si	1.7817	12.1586	5.9204
Si	5.7169	12.116	6.2556
Si	9.5825	12.1087	5.8681
Si	1.6324	0.9738	6.7356
Si	5.6689	0.9855	7.0148
Si	9.6333	0.9364	6.5976
Si	11.5722	4.3163	6.726
Si	3.8265	4.3216	6.564
Si	7.6931	4.1793	6.6285
Si	2.0304	7.6274	6.517
Si	5.8307	7.7333	6.7005
Si	9.7172	7.7053	6.7379
Si	11.4526	10.9912	6.7798
Si	3.6524	10.9338	6.6525
Si	7.7555	10.9731	6.8645
O	9.9001	7.8995	8.3992
O	9.9025	0.8241	8.2469
O	1.0335	0.9181	8.321
O	3.0726	10.5515	8.1631
O	5.8202	7.8989	8.3648
O	5.6077	1.1815	8.7
O	3.7742	4.3344	8.2116
O	7.65	3.7329	8.2531
O	0.0451	4.2783	8.3992
O	11.1552	10.9508	8.4314
O	8.1196	10.7645	8.5015
O	2.3737	7.4903	8.121
O	11.4224	0.2087	21.2205
O	9.7651	3.6373	21.3591
O	4.1428	7.5416	21.5851
O	6.0092	4.1625	21.3746
O	5.7537	9.7502	21.6523
O	2.1498	3.3774	21.1984
O	7.3604	13.449	21.4943
O	4.0147	0.1549	21.3569
O	7.7343	6.9575	21.5831
O	2.1218	10.1782	21.5889
O	11.543	6.973	21.3972
O	10.1717	9.6533	21.626
Si	11.5802	6.4487	11.2978
Si	1.5724	10.3634	16.2439
Si	0.2271	3.6903	9.9126
Si	8.0874	12.8597	20.1692
Si	2.8405	10.4607	9.7606
Si	2.5721	10.3934	20.0471
Si	10.3528	3.7022	19.8381
Si	0.2526	12.7999	17.0882
Si	10.8189	0.6996	19.7704
Si	3.1638	7.7514	16.232
Si	0.3304	6.4875	19.895
Si	9.389	2.5211	14.283
Si	2.9078	2.545	11.0339
Si	5.1332	11.9806	15.347
Si	4.9413	8.676	20.7074
Si	3.6082	-0.3896	11.2808
Si	5.5894	8.8835	14.7962
Si	-0.1642	11.3154	10.0059
Si	9.4552	10.0167	20.2093
Si	3.4587	0.0494	19.8248
Si	7.469	4.704	9.5411
Si	2.3705	12.3561	14.1564
Si	6.1858	0.5904	10.1358
Si	2.7953	2.8993	19.7568
Si	5.7178	4.4402	13.6499
Si	7.4754	0.2117	15.5905
Si	9.6107	11.3424	15.2017
Si	1.9894	6.565	13.5519
Si	2.8427	3.5263	14.0119
Si	11.7015	9.1692	18.4026
Si	11.2322	0.8739	9.2034
Si	9.1267	7.3237	9.7147
Si	8.6773	8.5573	14.5743
Si	4.7774	7.1561	12.3493
Si	2.9742	5.627	18.7497
Si	2.5383	7.4029	9.7184
Si	6.2649	8.4251	9.8436
Si	4.3324	4.761	9.6585
Si	9.3547	10.4963	12.2765
Si	5.9476	13.0301	17.9569
Si	7.9813	4.9304	18.3567
Si	8.3084	5.4066	15.194
Si	7.3238	11.0726	9.9146
Si	5.3894	4.1975	19.8594
Si	0.7858	1.4902	15.0364
Si	7.5529	7.526	20.077
Si	7.648	2.7865	11.857
O	3.4541	6.0803	10.1008
O	1.9483	2.6557	15.0766
O	-0.3577	12.9454	10.1757
O	8.3611	8.9009	19.823
O	2.4195	1.3105	19.5097
O	8.1525	5.2993	16.7961
O	2.7419	11.9821	19.694
O	7.1621	8.7659	15.1354
O	1.2848	0.1845	14.1731
O	4.4124	3.809	14.4442
O	4.2468	3.4133	10.6137
O	10.9559	2.0799	14.482
O	11.3849	4.8399	10.9933
O	10.8459	12.018	16.0392
O	8.9371	6.9073	14.7644
O	1.7848	3.3613	10.2068
O	8.4666	5.932	9.2149
O	11.1496	2.2959	19.5228
O	5.4091	7.6043	10.9297
O	11.4185	7.5924	18.7814
O	7.8717	8.2612	10.154
O	10.1356	7.1532	10.9859
O	9.222	4.1106	14.7155
O	8.8325	11.4718	20.5193
O	10.5759	10.5171	11.1655
O	8.362	12.238	15.76
O	4.4393	2.8746	19.7951
O	4.6577	0.2247	18.7351
O	10.4739	10.0906	18.9464
O	6.794	0.693	17.0173
O	0.5156	6.7465	12.8318
O	1.0521	7.1369	10.301
O	3.1431	7.1811	12.5564
O	3.9485	9.5561	19.7652
O	6.7916	5.1968	14.6137
O	0.5757	0.913	16.5478
O	1.5505	11.7817	17.1015
O	5.3986	8.2886	13.3121
O	2.9735	12.3736	12.6415
O	6.4357	3.1912	12.8822
O	2.7998	9.3223	16.5841
O	5.9977	7.8896	19.7488
O	1.952	6.3916	19.7626
O	1.4458	9.6894	19.1356
O	9.4855	9.7114	15.4667
O	3.103	8.8892	10.2031
O	8.9809	9.0408	13.0079
O	2.1536	7.31	15.002
O	9.1359	3.8654	18.7765
O	4.7371	7.9028	15.8009
O	7.2497	1.5932	10.8359
O	8.1221	6.361	19.112
O	5.9115	5.1631	9.6244
O	6.9892	-0.9302	19.0556
O	11.0613	2.2513	10.0914
O	8.9805	2.3852	12.7049
O	9.7053	11.5065	13.547
O	6.567	4.2027	18.7365
O	6.0392	10.0447	9.9622
O	1.3538	10.8352	10.2884
O	5.1651	10.4632	14.7455
O	1.6937	10.9067	14.6617
O	11.369	13.0749	18.6169
O	5.4407	11.8427	16.9518
O	8.0907	10.9867	11.3588
O	11.3066	5.0084	19.6251
O	8.3708	1.4785	15.0718
O	2.4274	4.0478	18.603
O	3.7531	11.6954	10.3239
O	9.185	0.5746	19.7049
O	2.773	2.6496	12.6458
O	3.6491	12.6266	15.138
O	7.9956	4.0824	10.9379
O	5.1138	0.2538	11.3329
O	4.4291	5.4872	19.4925
O	6.2067	13.0531	14.673
O	3.0595	6.5712	17.3896
O	2.7792	0.9312	10.7149
O	0.2935	9.4478	16.7881
O	5.2245	5.6072	12.618
O	2.1398	4.9676	13.7899
O	6.8932	12.6078	9.7061

Results
free energy: -66399.709 eV
free energy less fixed offsets of O -447.96, Si -113.29 eV per atom: 3.481 eV
gap between the highest filled and lowest empty level on this k mesh: 1.416 eV

The program warned: the cutoff lies below the one the program advises for these potential files; the model core charge is not resolved on the grid; the forces do not sum to zero within the program's tolerance; the exchange-correlation potential is rough where the density is thin.
